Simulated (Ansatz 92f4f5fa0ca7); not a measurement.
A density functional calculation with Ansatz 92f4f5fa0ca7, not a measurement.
Periodic cell of 462 atoms, Si286O176, from a study of silicon, its oxide and their interface. The atomic structure is a simulated model.

Settings
functional: r2SCAN
potential files: Ansatz PAW
basis: plane waves
wave-function cutoff: 800 eV
density cutoff ratio: 5
exchange-correlation grid ratio: 1
k mesh: 1 x 1 x 1, Gamma-centred
self-consistency stop: 1e-10 eV per atom in the density residual
occupations: fixed
spin: none
net charge: 0

Cell vectors (angstrom)
a 16.332 0 0
b 0 16.332 0
c 0 0 29.5282

Atoms and the computed forces on them: element, x, y, z (angstrom), force x, y, z (eV/angstrom)
Si 0.3221 -0.4734 0.2553 0.0324 0.0252 0.0945
Si 2.443 2.91 0.2207 -0.022 -0.0052 0.0921
Si -0.0203 4.8077 -0.3081 -0.0019 0.0279 0.0781
Si 3.0733 7.9085 -0.1081 -0.0056 -0.0012 0.1007
Si -0.2796 11.3831 0.0819 -0.0063 -0.0143 0.1874
Si 1.9974 14.0655 0.2741 0.0537 0.057 0.1614
Si 5.5592 -0.357 -0.0767 0.0429 0.0007 0.1335
Si 8.2707 2.4526 -0.1803 -0.0021 -0.0341 0.157
Si 5.1226 5.5527 0.3675 -0.0503 0.0457 0.0783
Si 7.9331 8.4589 0.1952 -0.0095 0.0819 0.0667
Si 5.8266 10.7661 0.0455 -0.0139 -0.0309 0.1467
Si 7.816 13.7745 0.0342 0.0094 0.0264 0.1369
Si 10.531 0.2507 -0.1135 -0.0283 -0.0265 0.1249
Si 12.054 1.2858 1.3674 -0.0343 0.0173 -0.0122
Si 11.1143 4.9899 -0.0955 -0.0042 -0.0044 0.0913
Si 12.9888 9.1815 -0.2041 -0.0754 0.1001 0.0575
Si 11.0898 10.5902 0.2675 0.033 -0.0009 -0.0148
Si 13.8086 13.517 0.078 -0.025 0.0036 0.1098
Si 1.298 1.2979 1.4549 -0.0008 -0.0313 0.013
Si 3.883 4.0921 1.6275 0.0019 0.0177 0.0308
Si 1.3344 7.0008 1.2319 0.0406 0.0284 0.0371
Si 4.1059 9.6012 1.1937 0.0077 -0.0107 -0.0381
Si 1.1827 12.3674 1.6252 0.0063 0.0631 -0.0597
Si 3.9574 14.9325 1.2983 -0.0275 -0.0755 0.0156
Si 6.6947 1.3153 1.193 -0.0191 0.0051 -0.001
Si 9.4315 3.9883 1.2087 0.0259 0.0014 -0.0045
Si 6.757 6.8408 1.4251 0.0173 0.0315 0.0297
Si 9.4989 9.5179 1.5743 -0.023 -0.0078 0.033
Si 6.818 12.2609 1.5021 0.0314 0.0208 -0.0115
Si 9.4202 15.001 1.2415 -0.0233 -0.0029 -0.0366
Si 13.2472 2.6653 -0.0299 0.0265 0.0594 0.11
Si 14.86 3.8713 1.2544 0.0078 -0.0169 -0.0077
Si 12.1493 6.6398 1.2415 -0.0285 -0.0218 0.0498
Si 14.8556 9.711 1.1991 0.0351 0.0335 -0.0758
Si 12.2038 12.3264 1.3616 0.0054 0.0488 -0.022
Si 14.939 14.945 1.5424 0.0247 0.0177 -0.0259
Si -0.1153 2.6513 2.7439 0.0071 0.0281 0.0182
Si 2.7453 0.0071 2.7731 -0.0072 -0.0052 -0.0305
Si -0.0889 8.2932 2.5808 -0.0224 -0.0333 -0.005
Si 2.498 5.5311 2.7853 -0.0101 0.0506 -0.0163
Si -0.1287 13.6428 3.015 -0.0065 -0.0303 -0.0207
Si 2.7001 10.8941 2.6498 0.0002 0.0001 0.0037
Si 5.4129 2.6805 2.6881 -0.0124 -0.0246 0.0094
Si 8.079 0.0271 2.6499 -0.008 0.0135 0.0009
Si 5.3684 8.2328 2.7212 -0.0177 -0.0001 0.0329
Si 8.1758 5.423 2.642 -0.0019 0.0034 -0.0056
Si 5.3223 13.5898 2.7286 0.0392 0.0218 0.0035
Si 8.1863 10.9445 2.8736 -0.0197 -0.0169 -0.0086
Si 10.7789 2.7243 2.7028 0.0169 0.0079 0.0392
Si 13.509 0.0176 2.7316 -0.0159 0.0062 0.025
Si 10.8836 8.0335 2.7388 0.0083 0.0218 -0.0121
Si 13.6511 5.4271 2.6039 -0.0358 -0.0079 0.0091
Si 10.8146 13.688 2.6593 -0.0148 -0.0149 -0.0208
Si 13.571 10.9682 2.7336 0.0229 -0.026 -0.0041
Si 1.2229 4.0834 4.1083 -0.0005 0.0104 0.0151
Si 4.0916 1.3677 4.1186 0.0299 -0.0062 -0.0065
Si 1.3092 9.5559 4.0163 -0.0071 0.0053 0.0118
Si 3.9926 6.8471 4.0651 0.002 0.0135 -0.0182
Si 1.3609 15.0156 4.1682 -0.0191 -0.026 0.026
Si 4.0249 12.2131 4.0989 -0.0045 0.0123 -0.0005
Si 6.7948 4.0726 4.0051 0.0012 -0.0238 -0.0036
Si 9.4403 1.3652 4.0674 0.0213 -0.0122 -0.026
Si 6.7672 9.5372 4.1181 -0.0096 -0.0003 0.008
Si 9.5143 6.7227 4.0936 0.0153 -0.0007 0.0215
Si 6.7435 14.9848 4.0448 0.026 -0.0108 -0.0149
Si 9.5661 12.3183 4.1355 -0.0232 -0.0241 -0.0083
Si 12.2262 4.1038 4.0041 -0.0269 -0.02 0.01
Si 14.8758 1.3472 4.1259 0.0278 0.007 -0.0037
Si 12.2503 9.4946 4.0426 0.0225 0 -0.0089
Si 14.9735 6.8332 3.9905 0.0264 -0.0311 -0.0237
Si 12.1745 14.9815 4.0804 -0.0056 0.0051 -0.0073
Si 14.8607 12.2215 4.2314 -0.0215 0.0178 0.0022
Si -0.0328 0.0297 5.4791 -0.0072 -0.026 0.025
Si 2.6903 2.7515 5.4257 -0.021 0.0022 -0.005
Si -0.0663 5.4872 5.4633 0.0119 -0.0041 0.0278
Si 2.6514 8.1845 5.4235 0.0152 -0.0095 -0.0198
Si -0.0307 10.8611 5.4642 0.0292 -0.0068 0.0041
Si 2.6961 13.5957 5.4745 -0.0204 0.0196 0.0175
Si 5.4453 0.0155 5.4678 -0.0171 -0.0092 0.0033
Si 8.1367 2.7565 5.4299 -0.0326 0.0114 -0.012
Si 5.417 5.4465 5.3597 0.0022 0.0073 -0.0046
Si 8.1593 8.1346 5.418 0.0128 -0.0003 0.0019
Si 5.4102 10.8864 5.4728 -0.0138 -0.0194 0.0023
Si 8.1525 13.6579 5.4384 0.0127 0.0138 -0.0066
Si 10.8353 0.0265 5.4272 0.0149 -0.0105 -0.0036
Si 13.5541 2.7625 5.4413 -0.0239 0.0039 0.0028
Si 10.902 5.4173 5.4565 0.002 0.0097 -0.0077
Si 13.6188 8.1523 5.4227 0.0064 -0.0005 -0.0033
Si 10.918 10.8752 5.4363 0.018 0.0133 0.0054
Si 13.5148 13.627 5.4907 0.0146 -0.0029 0.0055
Si 1.3461 1.3902 6.8102 -0.0129 -0.0175 -0.0177
Si 4.0819 4.1086 6.7753 0.0154 -0.0066 0.0087
Si 1.3496 6.8152 6.8303 0.0212 0.0085 0.0098
Si 4.0473 9.4869 6.7941 -0.0309 0.0098 -0.0047
Si 1.3146 12.2332 6.8057 -0.0051 -0.0094 -0.0014
Si 4.0777 14.9754 6.8 0.0258 -0.0005 0
Si 6.8068 1.4067 6.8069 0.0189 0.008 -0.0071
Si 9.5303 4.0712 6.8149 0.0152 -0.0196 0.0029
Si 6.8041 6.7615 6.7559 0.0026 0.0119 -0.0028
Si 9.5538 9.4891 6.7757 -0.0084 -0.0087 0.0019
Si 6.8169 12.2553 6.7794 -0.0033 0.0043 -0.004
Si 9.5319 14.9924 6.8216 -0.0132 0.0167 -0.0062
Si 12.2123 1.3767 6.7891 -0.0149 0.019 -0.0001
Si 14.9174 4.1205 6.8241 0.0174 0.0265 -0.0029
Si 12.2622 6.7977 6.813 -0.0211 -0.0102 0.0206
Si 14.9895 9.4749 6.8377 -0.0093 0.0187 0.0052
Si 12.2526 12.2181 6.8535 0.0112 0.0127 -0.0016
Si 14.9398 14.9644 6.8023 0.0012 -0.0156 -0.0034
Si -0.0083 2.7554 8.1517 0.0073 0.0108 0.0056
Si 2.7141 0.0116 8.163 -0.0059 0.0013 -0.0134
Si 0.0206 8.1559 8.2426 0.0062 -0.0237 0.0096
Si 2.7503 5.4559 8.1764 -0.013 0.0272 0.0055
Si -0.0421 13.5936 8.1678 -0.0109 -0.0096 0.0123
Si 2.6664 10.8379 8.1172 0.0251 0.036 0.0056
Si 5.458 2.7772 8.1679 0.0144 -0.0298 -0.0147
Si 8.2034 0.0731 8.1476 0.0046 -0.0078 0.0201
Si 5.4491 8.1014 8.1197 0.0008 0.0044 0.005
Si 8.1867 5.4602 8.1689 0.0036 0.0028 -0.0037
Si 5.4709 13.6313 8.122 -0.0169 0.0114 0.0005
Si 8.1913 10.8596 8.1064 -0.0004 -0.0033 -0.0178
Si 10.8901 2.724 8.1869 -0.0053 -0.0086 0.0019
Si 13.6023 0.0181 8.1307 -0.0038 0.0076 -0.0123
Si 10.9185 8.158 8.2001 0.0021 0.0038 -0.0166
Si 13.5972 5.4628 8.2342 -0.0135 -0.0159 -0.0012
Si 10.9194 13.6117 8.1787 0 -0.0384 0.0096
Si 13.6538 10.8678 8.2045 0.0112 -0.0012 -0.0031
Si 1.3841 4.076 9.5159 0.0296 -0.0056 -0.0056
Si 4.0999 1.3957 9.4987 -0.028 0.0157 0.0051
Si 1.3748 9.5463 9.6133 0.0348 0.0183 0.0144
Si 4.1426 6.781 9.5714 0.0131 -0.0141 0.0001
Si 1.3394 14.9486 9.492 -0.0185 -0.0125 0.0141
Si 4.0828 12.1954 9.3505 0.0233 -0.021 -0.0142
Si 6.8407 4.1279 9.5612 -0.0007 -0.0076 -0.0008
Si 9.5662 1.377 9.5759 0.0119 -0.0061 -0.0322
Si 6.8464 9.4534 9.4367 -0.0068 0.0098 0.0064
Si 9.5658 6.7814 9.5786 -0.0071 0.0259 -0.0056
Si 6.8387 15.035 9.4437 0.0305 0.017 0.0003
Si 9.5617 12.2061 9.4665 -0.0042 0.0044 0.0188
Si 12.2506 4.058 9.5735 -0.0191 -0.0009 -0.015
Si 14.9685 1.3647 9.4825 0.0087 0.0296 -0.0039
Si 12.308 9.512 9.5739 0.0025 -0.0295 -0.0103
Si 15.0049 6.7875 9.6034 0.0124 0.0117 0.0053
Si 12.32 14.9789 9.537 0.0023 0.0371 0.0074
Si 15.0025 12.2229 9.6036 0.0125 -0.0277 -0.0074
Si -0.0011 0.0252 10.8413 0.0167 0.0009 0.0379
Si 2.7689 2.7503 10.8943 -0.003 -0.0188 -0.0273
Si 0.0366 5.3714 10.9229 0.0176 -0.0037 0.0062
Si 2.8044 8.1784 10.9064 0.0095 -0.0169 0.0138
Si 0.0555 10.9317 11.0479 -0.0069 0.0264 0.0168
Si 2.7448 13.4971 10.7142 -0.0064 0.033 0.0033
Si 5.4924 0.0512 10.8245 -0.0132 -0.0129 -0.0149
Si 8.2235 2.7827 10.9157 0.015 0.0123 0.0173
Si 5.517 5.4505 11.0139 0.0017 -0.0035 0.0135
Si 8.188 8.1659 10.9118 0.0434 -0.029 -0.0212
Si 5.4344 10.8327 10.6653 -0.0266 0.0446 -0.0362
Si 8.2304 13.6536 10.7122 -0.0048 -0.0286 0.0065
Si 10.964 -0.0048 10.8986 -0.0184 0.0159 -0.0054
Si 13.6269 2.6681 10.8989 -0.0192 0.0139 0.0005
Si 10.9285 5.4069 10.9749 -0.0108 -0.0052 -0.0086
Si 13.7075 8.2004 10.9801 -0.0258 0.0114 -0.0248
Si 10.9192 10.8835 10.8916 0.0099 -0.0028 -0.0052
Si 13.684 13.6355 10.9496 -0.0082 -0.0179 0.0152
Si 1.4493 1.3086 12.1871 0.0012 -0.0188 -0.0389
Si 4.1176 4.0582 12.3485 0.013 -0.0436 0.0055
Si 1.4437 6.7604 12.1972 0.036 0.0081 0.0143
Si 4.2194 9.5808 12.2157 0.0443 -0.0302 0.0587
Si 1.5524 12.2777 12.3578 -0.0215 0.0197 0.053
Si 4.0974 14.8814 11.9587 0.0242 -0.0008 -0.048
Si 6.8284 1.4403 12.2151 -0.0187 0.0207 0.0078
Si 9.5914 4.0424 12.4043 0.0003 -0.0133 0.0123
Si 6.8992 6.8476 12.396 0.0016 0.0006 0.0128
Si 9.5783 9.5096 12.2639 0.0004 0.042 -0.0564
Si 6.7845 12.2668 11.8532 0.0121 0.0156 0.0023
Si 9.5854 14.9236 12.1562 0.0747 0.0006 -0.0488
Si 12.3336 1.2999 12.3257 0.0147 0.0041 0.0135
Si 13.7723 5.3482 13.6462 -0.0219 0.0032 -0.0142
Si 12.3979 6.7384 12.2679 -0.0098 0.0291 -0.022
Si 15.0217 9.5802 12.4443 -0.0085 -0.0373 0.0112
Si 12.1947 12.3363 12.2512 -0.0121 0.0015 0.0362
Si 15.1314 14.9577 12.3209 0.0332 -0.0144 0.0227
Si 0.0831 2.5318 13.644 0.0127 -0.0225 0.0136
Si 2.5788 -0.4088 13.3413 -0.0229 0.0247 0.0145
Si 0.1739 8.1024 13.6359 -0.0208 0.0294 -0.0031
Si 2.8125 5.5225 13.686 -0.0204 0.003 0.0117
Si 0.7908 14.2004 13.5297 -0.0309 -0.0963 -0.1253
Si 2.9143 10.8652 13.7165 -0.0473 -0.0281 0.0636
Si 5.3265 2.5116 13.7082 -0.0078 0.0167 -0.1334
Si 8.2024 -0.0175 13.3796 0.0074 0.0003 0.0296
Si 5.5674 8.3147 13.7067 0.0384 0.0018 0
Si 8.2973 5.4971 13.7887 -0.0045 0.0054 0.0319
Si 6.737 14.9224 14.5068 0.0806 -0.0411 -0.0683
Si 8.1337 11.1025 13.2713 -0.0018 -0.0114 0.022
Si 10.9901 2.6302 13.7595 -0.0051 -0.0068 -0.0112
Si 13.6578 -0.1382 13.702 -0.0054 0.0165 0.003
Si 10.9864 8.0584 13.5802 -0.0149 -0.001 0.0302
Si 15.0399 3.9236 12.2763 -0.0051 0.0075 -0.0044
Si 10.8126 13.6321 13.7325 -0.0684 -0.031 0.0258
Si 13.4963 11.0273 13.6528 -0.0577 0.0022 -0.0467
Si 1.2408 4.191 14.8619 0.0022 0.0479 -0.0836
Si 4.2894 0.5596 14.754 0.0255 -0.0887 0.0225
Si 2.0017 8.9733 14.8491 0.0159 -0.0035 -0.0128
Si 3.7603 7.3923 14.9118 -0.0034 -0.0005 -0.0642
Si 0.4224 14.4836 15.808 0.0515 0.0278 -0.0873
Si 4.5349 12.126 14.9318 -0.0548 -0.0129 -0.104
Si 6.8802 4.6756 15.437 0.0894 0.0365 -0.1595
Si 9.6861 0.9848 14.8585 0.0709 -0.014 -0.0842
Si 6.824 10.0441 14.8419 -0.0375 0.0266 -0.0659
Si 10.0549 6.4845 15.063 -0.0182 -0.004 -0.0743
Si 5.4375 13.5051 13.2612 0.0208 0.0143 0.0414
Si 8.9035 12.7299 14.8442 0.1286 -0.0183 0.0152
Si 12.2786 4.1807 15.0425 -0.0429 -0.0089 -0.0755
Si 15.2932 0.8745 15.0293 0.0047 0.0162 -0.1201
Si 12.0322 9.6742 14.8459 0.0751 0.0794 -0.0911
Si 15.4328 6.4473 14.9249 -0.0029 -0.0148 -0.088
Si 12.0001 15.1603 15.1084 -0.0548 -0.0547 -0.0786
Si 14.8977 12.0517 16.2084 -0.0265 -0.0267 -0.0962
Si 8.2983 -15.223 17.5793 0.0647 0.0816 -0.1928
Si 10.5653 2.549 23.8772 0.0183 0.0051 0.0096
Si 8.0912 -6.1283 20.5532 0.0619 -0.0242 -0.0327
Si 4.8764 -9.6293 16.8655 -0.0075 0.0055 -0.2177
Si 13.7333 8.1233 16.9416 0.0123 -0.0166 -0.101
Si 12.7943 -1.6063 18.1811 -0.0072 -0.054 -0.1594
Si 10.7516 -13.7532 20.9657 0.0193 -0.0227 -0.0541
Si 18.0938 -20.7728 27.5636 -0.0122 0.0374 0.2405
Si 24.4929 -15.1812 21.3067 0.0019 0.0053 -0.0523
Si 31.7311 -3.9632 20.8523 -0.0622 0.0229 -0.0528
Si 18.9468 13.4659 25.5143 -0.0107 -0.0228 0.1084
Si 14.9998 8.2495 19.5672 -0.0164 0.0626 -0.0845
Si -15.4495 -6.1373 20.1407 -0.0405 0.0106 -0.0906
Si 9.8159 23.431 27.5068 0.0178 0.0374 0.1264
Si 19.566 -4.3791 23.0058 0.0195 -0.006 -0.0032
Si -10.9681 -10.2934 25.6207 0.0254 0.0123 0.1156
Si -0.995 -1.2357 19.7948 -0.0696 -0.0614 -0.0267
Si 30.8617 -1.7813 22.6866 0.0144 -0.0325 -0.058
Si 13.1827 -4.5122 18.8687 0.0289 0.0346 -0.1054
Si 6.7141 -0.6484 19.1221 0.0122 -0.015 -0.0465
Si 7.2755 20.2145 18.2815 -0.0016 0.0237 -0.221
Si 9.3534 16.1125 23.7083 0.0428 -0.0265 0.0279
Si -2.8768 2.3218 17.1876 0.0118 0.0062 -0.1444
Si 19.6969 8.52 20.9138 -0.0156 -0.0156 -0.0507
Si 3.8322 4.5416 23.2678 -0.023 0.0181 0.0177
Si 20.9172 0.1533 23.2719 -0.024 -0.0272 0.0012
Si 15.1332 17.3657 27.5081 0.0277 0.0076 0.1565
Si 6.2119 20.0724 27.5035 0.0045 -0.0604 0.1907
Si 2.654 2.1652 16.9104 -0.0036 0.0155 -0.1117
Si 15.5741 16.6169 24.6443 -0.0162 -0.0313 0.0608
Si 18.6261 0.1338 25.1997 0.0394 0.018 0.1192
Si 14.9534 2.7298 22.7849 0.0179 -0.0037 0.0189
Si 25.6414 -5.4475 16.1997 -0.0191 -0.0222 -0.1345
Si 13.1168 36.661 24.8199 0.0822 0.0399 0.083
Si 0.955 -28.4188 23.9607 -0.0331 -0.0037 0.0723
Si 3.9179 16.1661 20.3357 -0.0151 -0.0174 -0.0442
Si -9.5257 -18.3032 23.5908 0.0093 -0.0577 -0.0109
Si -0.527 5.6101 20.2591 0.0147 0.0419 -0.056
Si 9.758 -3.9823 27.6288 -0.0049 -0.0334 0.1085
Si 28.1728 -2.0936 24.3667 0.0363 -0.0897 0.1117
Si 6.7402 -19.5414 20.6398 0.0031 -0.0442 -0.0247
Si 11.9275 -17.9953 27.4514 -0.035 -0.0307 0.1717
Si 12.1196 9.0704 26.4957 -0.0159 0.0306 0.0982
Si -5.8352 -6.144 18.8547 -0.0043 -0.0028 -0.0657
Si -5.7329 11.4125 24.9665 -0.0017 -0.0244 0.1015
Si 27.2706 7.2239 17.81 -0.0088 0.0352 -0.1361
Si -2.8529 -9.4256 21.6124 0.0106 0.0593 -0.036
Si 2.4641 -7.2469 23.7682 0.0181 -0.0291 0.0473
Si 24.4089 -11.8753 23.3455 0.0087 0.0366 -0.0064
Si 36.2777 13.1914 20.2833 0.0187 0.0037 -0.109
Si 0.5085 -9.2592 24.6219 0.0175 -0.0009 0.0588
Si -2.6328 7.0277 24.6587 -0.0271 0.0371 0.0664
Si 6.0202 2.5658 23.1933 -0.008 0.0154 0.005
Si -11.8462 -4.5987 26.974 0.0192 -0.0177 0.184
Si -5.5236 5.7079 20.4474 -0.0126 0.0646 -0.1021
Si 4.1535 4.3025 18.5076 0.0197 0.0165 -0.1381
Si 2.8521 7.6558 26.3796 0.0034 0.0341 0.1702
Si 5.9476 11.6173 24.4096 0.0228 -0.0336 0.0529
Si 8.4088 9.8331 23.554 0.0458 0.0248 -0.0073
Si 22.4682 -24.5984 19.5351 0.0198 -0.0017 -0.1029
Si 4.1274 1.4832 27.4198 0.0412 -0.0078 0.2015
Si 17.3206 10.58 17.0167 -0.0224 -0.0547 -0.145
Si 24.3667 23.4272 24.9886 0.0327 0.0443 0.112
Si 17.5569 17.2466 19.1846 -0.0507 0.0054 -0.0866
Si 35.4128 -3.2246 17.1616 0.0139 -0.0444 -0.1827
Si 27.5886 0.8504 18.6007 0.02 -0.0425 -0.1213
Si 15.1956 19.098 19.7777 -0.0028 -0.012 -0.1135
Si 24.2683 -10.664 20.6025 -0.0003 0.0294 -0.0658
Si 18.8865 22.0066 20.7444 0.0026 0.006 -0.0739
Si 15.6206 20.0386 26.5852 0.0082 0.062 0.1707
O 11.6549 -17.0148 -10.7121 -0.0341 0.0329 0.0407
O -3.3634 -10.727 -4.5752 -0.0297 -0.0073 -0.0185
O 11.2656 -14.1373 -7.0735 -0.0029 -0.0077 0.0226
O 12.9616 8.1446 -4.0137 0.0551 -0.0548 -0.0691
O -0.6855 4.8433 -1.7938 -0.0362 0.0078 -0.1467
O 5.7479 -12.146 -10.8168 -0.0332 -0.0195 0.0901
O 12.2081 3.8392 -0.5979 0.0206 0.0129 -0.0668
O -2.8169 7.4387 -6.4114 -0.0048 -0.0005 -0.0138
O 3.3002 4.5843 -9.6965 -0.0245 0.0057 0.0621
O 4.0033 13.1629 -3.1854 -0.0033 0.0481 -0.0692
O 5.4278 11.7107 -1.2396 -0.0298 0.0363 -0.1162
O 15.8084 13.5505 -9.7058 0.0284 0.0071 -0.0024
O 17.7907 -9.3969 -3.5876 -0.0395 -0.0163 -0.0492
O 0.3074 6.3306 0.1233 -0.0159 -0.0285 -0.0448
O 7.6444 3.1008 -1.5675 -0.011 0.0317 -0.1263
O 12.77 -8.7567 0.0208 0.0248 -0.0516 0.0454
O 6.2294 4.9104 -3.1269 0.0013 0.0488 -0.1008
O 17.7239 4.0004 -0.3964 -0.0109 -0.0186 -0.0455
O 22.9496 13.0874 -4.9584 -0.0045 0.0388 0.0067
O 14.1127 3.5256 -3.5152 -0.0518 -0.0216 -0.0505
O 14.1602 2.3118 -10.8931 0.0269 0.0019 0.1122
O 0.7923 22.1528 -5.8875 0.0033 -0.0051 -0.0474
O 5.5427 15.8846 -14.3329 -0.0584 0.0672 0.0603
O 5.3602 17.6893 -5.4937 0.0187 -0.0047 0.0043
O 25.0135 -14.8485 -13.4746 -0.0486 -0.0046 0.1654
O 9.4248 1.3618 -0.6196 -0.0028 0.0049 -0.0615
O 14.9262 -3.884 -0.4607 -0.016 -0.0057 -0.0336
O 7.0804 -2.5059 -7.4566 0.0053 0.0294 -0.0068
O 8.7636 7.7254 -0.9782 0.0589 -0.0573 -0.1185
O 10.5433 5.7848 -1.412 -0.009 0.0025 -0.0662
O 12.4873 -9.1415 -12.1836 0.0012 -0.0337 0.0322
O 19.2691 12.2934 -8.0779 -0.0129 -0.0164 0.0238
O 10.884 8.2372 -2.4116 -0.0251 0.0101 -0.0377
O 11.6023 -5.9747 -3.8558 0.0063 0.0144 -0.0463
O 17.1257 16.9957 -4.5951 0.0072 0.0255 -0.0276
O 13.8599 17.9865 -1.195 -0.0007 -0.0848 -0.0969
O 14.8238 -9.149 16.2352 -0.0171 0.0243 0.0927
O 7.7628 -2.4685 15.3239 -0.0197 0.0105 0.0185
O 19.4486 -5.3364 27.4581 -0.0011 -0.0586 -0.0898
O 1.7742 -1.9699 16.7585 -0.0068 0.0517 0.0776
O 18.8594 3.8444 23.9552 0.0125 -0.0188 -0.0089
O 3.1517 1.0487 26.2174 -0.0596 -0.024 -0.1209
O 12.5772 -3.0195 18.9209 -0.0186 0.0134 0.0643
O 36.8227 23.0272 29.2458 -0.0096 -0.035 -0.0782
O 12.1004 17.7865 17.3544 -0.0237 -0.0091 0.0342
O -0.3666 10.8362 16.1817 0.0265 -0.0008 0.0212
O 1.9575 3.339 16.051 0.04 -0.0408 0.1109
O -3.3509 3.7027 16.4576 0.0238 -0.0139 0.0917
O 16.6558 -0.4047 19.3978 0.0275 0.0097 0.0156
O 7.7008 4.2814 16.7724 -0.0034 -0.0524 0.1518
O 16.156 -7.3178 20.3694 0.0234 -0.0213 0.0346
O 26.8898 -1.263 23.8689 -0.0565 0.041 -0.0336
O -4.6261 3.1773 24.8653 -0.0348 -0.027 -0.0143
O 14.5439 1.651 16.2265 -0.0346 0.0286 0.0976
O 5.1745 -3.4902 20.3915 0.013 0.0025 0.0174
O -0.2405 2.312 27.2535 0.0232 -0.0133 -0.0599
O 21.4372 15.9559 19.2316 -0.0355 0.0102 0.0015
O 12.0115 -9.9832 21.2933 -0.0055 -0.0259 0.0411
O 7.256 9.2515 19.518 -0.0062 0.0008 -0.0029
O 14.246 -1.0108 18.6133 0.0493 0.0422 0.0491
O 15.6565 6.8185 19.2065 0.0272 -0.04 0.0098
O 19.9711 2.8986 17.9418 0.0328 0.0138 0.0645
O -2.5941 8.1055 20.5599 -0.0218 -0.0181 0.0544
O 28.9558 -1.6784 16.5532 0.018 0.0072 0.0852
O 16.4702 5.2743 15.4487 -0.0074 0.0002 0.0226
O 17.841 1.2907 17.6396 -0.0033 -0.0284 0.0193
O 19.486 -7.5724 25.2104 0.0118 0.042 -0.0719
O 25.5037 18.6141 20.7754 -0.022 0.0133 -0.002
O 7.3228 -0.1926 17.6833 -0.0266 -0.033 0.0491
O 10.9016 13.4687 27.737 0.0365 0.0177 -0.0368
O 20.2494 5.569 17.5279 -0.0381 -0.0277 0.0767
O 29.471 9.2621 15.9783 0.0094 0.004 0.0453
O -1.0519 -9.2911 25.0334 0.0118 0.0044 -0.0096
O -1.7616 2.4888 21.2399 -0.0261 0.0009 0.029
O 19.4166 -3.338 18.748 0.0298 -0.0004 0.1297
O 1.6319 9.216 16.4557 -0.0377 0.0363 0.1066
O 14.7048 -17.2562 21.2859 -0.0076 0.0337 0.0292
O 9.6164 -5.3206 17.7754 -0.0386 0.0175 0.0442
O 13.8461 3.7241 23.4051 -0.0144 0.009 -0.0187
O 3.3292 8.4624 22.5355 0.0194 -0.0252 0.0198
O -2.1477 11.5606 20.1238 0.0265 -0.0222 0.0445
O -5.2161 5.2755 15.368 0.0317 -0.0349 0.0312
O 4.8206 11.6538 23.234 -0.0078 0.0102 -0.0273
O -0.1125 -0.2965 15.7492 -0.0128 -0.0045 0.0584
O 7.4959 -4.6254 20.5567 -0.032 0.0642 0.0201
O -9.3432 18.2222 22.1071 -0.0185 0.004 0
O 0.6007 -5.3121 28.2636 0.033 -0.0443 -0.1523
O 21.5733 2.5638 26.966 0.0029 0.0073 -0.0964
O -5.0783 -0.3127 28.0519 0.0435 -0.0102 -0.1122
O -14.8682 -3.8877 26.0689 -0.0229 0.0116 -0.1094
O 3.5751 1.1394 16.0875 -0.0035 0.0111 0.0663
O 10.6011 -7.7005 18.4909 0.0026 -0.0037 0.06
O 4.8832 8.6711 20.3801 -0.0207 0.0223 0.0355
O -0.3479 -0.0575 28.3374 -0.0457 0.0473 -0.1471
O 2.8104 13.2121 23.9324 -0.0056 0.0088 -0.0378
O 7.4496 0.2744 20.1971 0.0103 0.0129 0.0545
O 4.5557 -15.8808 21.6816 0.0179 0.0226 0.017
O 34.641 -4.544 16.6755 0.0282 0.0068 0.0394
O 18.513 -1.354 25.8016 -0.0136 -0.0031 -0.0176
O 8.0938 9.5094 22.009 -0.0197 -0.0212 0.0173
O 28.5685 -1.5777 25.8665 0.0142 0.0162 -0.1162
O 3.3026 -1.6141 20.6811 -0.0152 0.0236 0.0466
O 14.9237 1.3632 23.6364 -0.0062 0.0167 -0.0109
O 15.3893 -12.0191 19.4427 0.0037 0.004 0.0047
O 13.0282 -1.8344 23.2955 -0.0129 0.0221 -0.0112
O 17.302 5.4191 20.8117 -0.0011 -0.0083 0.0253
O 11.4707 12.6589 24.4115 0.0253 0.0434 -0.0459
O 18.7271 9.7394 20.4558 0.0294 0.0119 0.016
O -0.8833 -1.1439 23.8739 0.0241 0.0071 0.0138
O 10.77 -0.1172 15.4386 0.003 0.0415 0.0362
O 3.0686 0.0741 23.7885 -0.0096 -0.0091 -0.0364
O -10.6797 4.466 28.821 0.0325 -0.0319 -0.1264
O 9.5351 11.9441 26.0826 -0.0311 0.0063 -0.0473
O 8.9475 6.6613 26.2371 -0.0461 -0.0334 -0.0946
O 8.1695 4.7523 19.2889 0.0381 0.0114 0.0417
O 3.2155 2.1802 28.5387 0.0226 -0.0411 -0.1116
O -1.6193 5.8502 21.4422 0.0093 -0.0338 0.0276
O -2.4275 -4.583 17.4288 -0.0417 -0.0124 0.0331
O 8.4045 -3.3754 28.2683 0.0229 -0.0329 -0.0933
O 2.7837 -9.1515 20.2236 -0.0118 0.0036 0.0099
O 0.112 3.3731 22.8911 -0.0073 -0.0178 -0.0404
O 5.6877 11.0755 15.471 0.0056 -0.0236 -0.0265
O -3.0602 14.3386 28.2954 -0.0099 0.0556 -0.09
O 21.0534 5.4013 24.2914 0.0016 -0.0146 -0.0486
O 22.3373 5.9506 15.9491 -0.0282 -0.0189 0.1064
O 7.1131 10.5996 24.0691 -0.0418 0.0074 0.025
O 2.3754 10.6713 23.4982 -0.0224 0.021 0.0068
O 8.2177 5.9315 23.9151 0.0001 -0.0353 -0.0346
O -8.7865 4.6833 21.8243 -0.0166 -0.029 0.0494
O 4.7873 3.4286 22.5876 0.0263 -0.018 -0.0175
O 38.0469 -1.2071 23.574 -0.0036 0.0097 0.0136
O 14.1837 -4.2644 14.7582 0.0388 0.0159 0.0255
O 8.5929 8.4764 24.3952 -0.0045 -0.0058 -0.0052
O 23.13 -9.548 20.2997 -0.0129 -0.0112 0.0491
O 9.6656 -6.0145 20.215 -0.0185 0.0086 0.046
O 19.5918 5.5612 22.1758 0.0143 0.0105 0.043
O 23.8547 2.3024 18.3321 -0.025 -0.0309 0.0598
O 26.0205 0.8542 18.3245 -0.0179 -0.0128 0.0845
O 0.3421 4.0277 25.4301 0.0351 -0.0073 -0.0612
O 17.3037 8.4225 23.8301 -0.0053 0.022 -0.0292
O 14.9796 -3.2964 22.2743 -0.0047 0.0131 0.0457
O -9.3694 3.5331 24.0826 0.0069 0.0006 0.0157
O 10.8513 -10.3079 18.8683 -0.002 -0.0787 0.0733
O 11.5933 -14.6367 19.9233 -0.0024 0.0386 0.0582
O 20.4466 22.9725 26.4488 0.0137 -0.022 -0.0351
O 11.9891 -5.5707 18.9803 -0.0025 -0.0128 0.0365
O 7.9797 15.3432 24.1696 -0.0107 0.0214 0.0184
O 9.3877 -10.033 20.976 -0.0084 -0.0123 0.0224
O 9.0759 0.1357 22.165 0.0098 -0.0054 -0.0086
O 4.8876 16.533 28.0671 -0.0575 0.0324 -0.1453
O 5.2935 11.0389 25.773 0.0157 -0.0187 -0.0616
O 6.8978 9.5922 29.108 0.0053 -0.0051 -0.0577
O 16.6784 11.4128 21.0561 0.0396 -0.0105 0.0368
O 14.4598 25.2124 18.1829 0.019 -0.0027 0.0735
O 9.8041 -15.1342 24.4327 -0.0157 0.0153 0.0083
O 9.7484 -5.6027 23.7702 -0.0316 -0.0116 -0.0343
O 0.3395 18.4428 19.7942 0.0112 0.0118 0.0386
O -1.5565 0.351 26.0703 -0.0193 -0.0127 -0.0806
O 17.0893 -5.7306 18.5912 -0.0136 0.0011 0.0865
O 2.1099 -3.0733 28.3817 -0.0081 -0.1057 -0.1996
O 22.2983 3.41 14.9597 -0.1127 -0.0826 0.0337
O 8.0191 9.8515 15.9873 0.0202 -0.057 0.1084
O 9.4896 3.707 23.5299 0.0038 0.0013 -0.0045
O 10.713 -6.0035 15.5614 -0.0403 0.0529 0.0464
O 13.1171 -6.8472 27.7167 0.0223 0.0179 -0.0803
O 15.625 -2.8477 16.4422 0.0295 0.0804 0.0157
O 21.9433 -8.7288 18.0407 0.0564 0.0457 0.1489
O 18.9739 -8.0794 27.8753 0.0079 0.0014 -0.1542
O 7.13 -2.1815 19.4404 -0.0013 -0.0114 0.0151
O 10.2966 11.0437 28.4136 -0.0194 -0.004 -0.0431
O 19.015 17.0912 19.8677 0.032 -0.004 0.0318
O 23.0168 14.8483 29.0299 -0.0145 -0.0117 -0.0596
O 20.4126 13.0656 16.2171 -0.0678 0.0437 0.1064
O 10.959 4.1291 20.6486 0.0108 -0.0512 0.0166
O 26.2085 7.0817 16.5806 0.0043 0.0176 0.0962
O 22.7801 7.2109 25.3237 -0.028 0.0113 -0.0387

Results
free energy: -283321.311 eV
free energy less fixed offsets of O -570.45, Si -639.56 eV per atom: -7.951 eV

The program warned: the cutoff lies below the one the program advises for these potential files; the forces do not sum to zero within the program's tolerance; empty levels may hold ghost states of the PAW files; the exchange-correlation potential is rough where the density is thin.
